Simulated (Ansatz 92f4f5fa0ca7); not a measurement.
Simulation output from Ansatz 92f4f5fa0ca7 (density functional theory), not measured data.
Periodic cell of 223 atoms, Si132O89H2, from a study of silicon, its oxide and their interface. The atomic structure is a simulated model.

Settings
functional: PBE
potential files: Ansatz PAW
basis: plane waves
wave-function cutoff: 700 eV
density cutoff ratio: 5
exchange-correlation grid ratio: 1
k mesh: 2 x 2 x 1, shifted by 0.5 0.5 0.5 of a step
self-consistency stop: 5e-08 eV per atom in the density residual
occupations: fixed
spin: none
net charge: 0

Cell vectors (angstrom)
a 10.938 0 0
b 0 10.938 0
c 0 0 32.5

Atoms and the computed forces on them: element, x, y, z (angstrom), force x, y, z (eV/angstrom)
Si -0.2994 0.2143 25.0593 -0.0097 0.018 -0.0494
Si 5.6962 -0.2603 24.9691 0.0325 -0.0031 -0.0394
Si 2.4096 2.949 25.1147 -0.013 0.0335 -0.0526
Si 8.3636 2.3934 25.0289 0.0175 -0.0229 -0.0305
Si 0.171 5.152 25.081 0.0268 -0.0105 -0.0446
Si 5.1043 5.606 25.0105 -0.0303 0.0143 -0.0369
Si 2.9203 7.8881 25.0031 0.0125 -0.0228 -0.0405
Si 7.8951 8.3964 24.9663 -0.0077 0.0206 -0.0398
Si 1.2822 1.345 26.3954 0.0101 0.0138 0.0099
Si 6.8096 1.2806 26.3766 0.0114 0.0031 0.0086
Si 4.0133 4.0837 26.4108 0.0036 0.0108 0.0092
Si 9.5058 4.0191 26.3531 0.0068 -0.0075 0.0073
Si 1.3335 6.7798 26.3486 0.0147 -0.0015 0.0025
Si 6.7552 6.7924 26.2788 -0.001 0.0104 0.0096
Si 4.0793 9.5251 26.2798 0.0204 0.0073 0.015
Si 9.4924 9.5315 26.3211 0.0026 0.0173 0.0063
Si 2.7374 -0.0143 27.6819 -0.0012 -0.0056 0.003
Si 8.2055 -0.0243 27.7496 -0.0003 -0.0036 -0.0138
Si -0.0287 2.7371 27.7609 -0.0022 0.0061 -0.0155
Si 5.4639 2.7245 27.7011 -0.0041 -0.0024 -0.0017
Si 2.7085 5.4815 27.7674 -0.001 0.0092 -0.0173
Si 8.1779 5.4741 27.6752 -0.0038 0 0.0083
Si -0.0149 8.2042 27.683 -0.0025 -0.0028 0.0066
Si 5.4586 8.1986 27.7023 0.0003 -0.0047 -0.0104
Si 4.1018 1.3673 29.0817 -0.0414 -0.1044 -0.1752
Si 9.5708 1.3673 29.0817 -0.1017 -0.1242 0.3433
Si 1.3673 4.1018 29.0817 -0.1783 -0.0076 0.3534
Si 6.8362 4.1018 29.0817 -0.037 0.0049 -0.1984
Si 4.1018 6.8362 29.0817 0.0106 0.1325 0.1713
Si 9.5708 6.8362 29.0817 -0.0879 -0.0421 -0.2885
Si 1.3673 9.5708 29.0817 -0.0232 -0.0626 -0.2569
Si 6.8362 9.5708 29.0817 -0.1152 -0.1964 0.1432
Si 0 0 30.449 -0.0318 0.0339 -0.0073
Si 5.469 0 30.449 -0.0315 -0.0471 -0.0145
Si 2.7345 2.7345 30.449 -0.0615 -0.0193 -0.0232
Si 8.2035 2.7345 30.449 0.0079 -0.0605 -0.0042
Si 0 5.469 30.449 -0.0014 -0.0766 -0.0041
Si 5.469 5.469 30.449 -0.0255 0.0007 -0.0162
Si 2.7345 8.2035 30.449 0.0267 -0.0326 -0.0038
Si 8.2035 8.2035 30.449 -0.0644 -0.0279 -0.0141
Si 1.3673 1.3673 31.8162 0.0332 -0.0089 0.0101
Si 6.8362 1.3673 31.8162 -0.0127 0.0447 -0.0086
Si 4.1018 4.1018 31.8162 0.0079 -0.0159 0.0011
Si 9.5708 4.1018 31.8162 0.0058 0.0572 -0.0047
Si 1.3673 6.8362 31.8162 -0.0425 0.0189 -0.0093
Si 6.8362 6.8362 31.8162 0.0431 -0.004 0.0134
Si 4.1018 9.5708 31.8162 -0.021 0.0271 -0.0041
Si 9.5708 9.5708 31.8162 0.0277 -0.0234 0.0037
Si 2.7345 0 0.6835 0.0076 -0.0175 0.0088
Si 8.2035 0 0.6835 0.0056 0.0233 -0.0002
Si 0 2.7345 0.6835 -0.045 -0.005 -0.0156
Si 5.469 2.7345 0.6835 0.0121 -0.0354 0.0025
Si 2.7345 5.469 0.6835 -0.007 0.0289 -0.0011
Si 8.2035 5.469 0.6835 0.0045 -0.0589 0.0106
Si 0 8.2035 0.6835 0.0351 -0.0365 0.0037
Si 5.469 8.2035 0.6835 -0.0582 0.0114 -0.0173
Si 4.1018 1.3673 2.0507 -0.0069 0.0851 0.0022
Si 9.5708 1.3673 2.0507 0.0815 0.043 -0.0047
Si 1.3673 4.1018 2.0507 -0.0083 -0.0134 0.0265
Si 6.8362 4.1018 2.0507 0.0223 0.0516 0.0108
Si 4.1018 6.8362 2.0507 0.068 0.0114 -0.0078
Si 9.5708 6.8362 2.0507 0.0296 0.0681 0.0074
Si 1.3673 9.5708 2.0507 -0.0076 0.0378 0.0138
Si 6.8362 9.5708 2.0507 0.0092 -0.0505 0.0116
Si 0 0 3.418 0.0509 0.128 -0.3159
Si 5.469 0 3.418 -0.0141 0.0185 0.432
Si 2.7345 2.7345 3.418 0.2204 -0.1205 -0.109
Si 8.2035 2.7345 3.418 -0.0277 -0.0908 -0.0099
Si 0 5.469 3.418 0.017 0.0316 0.146
Si 5.469 5.469 3.418 0.0957 0.2838 -0.377
Si 2.7345 8.2035 3.418 0.237 0.1721 0.0784
Si 8.2035 8.2035 3.418 -0.0227 -0.0067 -0.1421
Si 1.4155 1.3222 4.7625 0.0115 -0.0134 0.0147
Si 6.8537 1.3771 4.8215 0.0091 -0.0016 -0.0037
Si 4.1351 4.1193 4.743 0.011 -0.0131 0.0194
Si 9.5599 4.0947 4.7804 0.0022 0.0016 0.0004
Si 1.3899 6.8526 4.7768 0.0142 0.0008 0.0113
Si 6.833 6.8466 4.7786 -0.0099 0.0114 0.007
Si 4.1173 9.5612 4.8485 -0.0012 0.0101 -0.0127
Si 9.5452 9.6161 4.7459 -0.0062 0.0075 0.0164
Si 2.7602 -0.0041 6.2469 -0.0356 -0.0107 -0.0211
Si 8.2692 0.059 6.2107 -0.0103 -0.0199 -0.016
Si 0.0706 2.7508 6.0592 -0.0156 -0.0044 0.0032
Si 5.5607 2.8514 6.1527 0.0142 0.0195 -0.0056
Si 2.8548 5.5495 6.1044 -0.0138 -0.0168 -0.0085
Si 8.1898 5.4662 6.1408 -0.0184 -0.0174 -0.0211
Si 0.0218 8.2854 6.0565 -0.003 -0.0057 -0.0003
Si 5.576 8.2617 6.2298 -0.001 -0.0113 -0.003
Si 3.8913 1.7771 7.3453 -0.0161 0.0422 0.0546
Si 9.9426 1.1934 7.451 0.0197 -0.0117 0.0704
Si 1.6349 3.978 7.3052 0.0033 -0.0224 0.038
Si 6.7084 4.3641 7.6472 -0.0216 -0.007 0.0518
Si 4.4666 6.619 7.4919 0.0137 -0.0234 0.0441
Si 9.3762 7.1119 7.2794 -0.0102 0.0291 0.0711
Si 1.1016 9.7618 7.5449 -0.0453 0.0005 0.0319
Si 7.212 9.3958 7.5906 0.026 -0.0222 0.0496
O 1.3157 4.0682 24.5616 -0.0037 -0.0075 -0.0226
O 6.8061 9.5485 24.4549 -0.0027 -0.002 -0.0204
O 2.6824 2.8084 7.7742 0.014 0.0087 0.0213
O 8.2904 8.1901 7.8896 0.0026 0.0087 0.0224
O 5.5407 5.4795 8.0833 -0.0042 0.0101 0.0158
O 0.0312 0.0064 8.0176 0.0104 0.0057 0.0178
O 4.0416 6.7732 24.489 -0.0071 -0.0129 -0.0183
O 9.5331 1.3308 24.5185 -0.0048 -0.0081 -0.021
O 1.5455 8.8632 8.8955 -0.0015 0.0228 -0.0242
O 1.0935 4.6417 8.7007 -0.0136 0.0011 -0.0085
O 9.3889 2.011 8.7564 0.007 -0.0071 -0.0335
O 6.8879 10.0001 9.0988 -0.0074 -0.0191 -0.016
O 4.6041 1.5028 8.8095 -0.022 -0.0187 0.0003
O 3.7412 7.3532 8.7803 0.011 -0.0031 -0.0156
O 7.4333 3.75 9.0301 -0.0066 0.0204 -0.034
O 10.074 6.4801 8.6022 -0.01 0.0033 -0.0293
O 3.1127 2.2844 23.7923 -0.007 -0.0126 0.0212
O 5.1318 0.5278 23.6205 -0.0111 -0.017 0.0169
O 7.5579 2.9003 23.682 0.011 0.0104 0.0108
O 10.3798 5.7767 23.7508 -0.0062 -0.0094 0.0206
O 8.5668 7.7137 23.619 -0.0113 -0.0068 0.0161
O 2.2066 8.5042 23.6528 0.0123 0.0092 0.0138
O 5.5737 4.7424 23.6803 0.0146 0.0144 0.0148
O 0.4102 10.4894 23.7378 0.0058 0.0059 0.0211
Si 3.0465 8.6165 9.5287 0.0029 0.0017 0.0016
Si 7.2546 4.6761 14.1755 -0.007 -0.0036 0.0089
Si 1.1634 -1.2525 13.3179 -0.0056 0.0023 0.0015
Si 3.8084 1.1416 22.8771 -0.0114 0.0058 0.0059
Si 6.2008 0.3759 15.7986 0.0006 -0.0008 -0.0001
Si 1.9688 1.8509 16.8914 -0.0052 0.0006 -0.0064
Si 1.5956 9.7939 22.8677 -0.0051 0.0002 0.0047
Si 3.9911 10.3869 13.9985 0.0036 0.0018 0.0075
Si 0.4732 7.1098 12.0184 0.0011 0.0034 -0.0071
Si -2.021 7.2712 13.6967 -0.0027 -0.0024 0.0043
Si 5.7816 0.0347 18.8769 0.0084 -0.0012 0.0011
Si 4.6282 6.0529 14.3634 0.0011 -0.0055 0.0041
Si 11.5867 10.0796 20.0674 -0.0023 -0.003 0.0011
Si 6.4345 -1.0119 10.6635 0.0011 0.0002 -0.0021
Si 4.081 11.4671 9.9867 -0.0022 0.0072 -0.0061
Si -1.1984 8.5443 18.3005 -0.0032 0.0005 -0.0046
Si 0.0175 -2.8636 15.5924 0.0005 -0.0003 0.006
Si 0.8146 3.0168 14.1461 -0.0016 0.0012 0.0034
Si 1.6675 5.8579 14.5552 0.002 -0.0046 0.0076
Si 6.8257 4.0969 22.8495 0.0062 0.0094 0.0041
Si 6.8958 3.2782 16.6412 0.0028 -0.0016 -0.0009
Si 8.7938 3.1384 9.763 0.0118 -0.011 -0.0038
Si 4.647 8.206 12.0462 0.0001 -0.0063 -0.0071
Si 4.4051 -3.73 17.2278 0.0061 -0.0025 -0.004
Si 2.372 1.3051 12.3977 -0.0003 0.0019 -0.0118
Si -6.81 4.1269 17.9149 0.0017 0.0045 0.0011
Si -2.9643 -0.5903 13.331 0.0056 0.0052 0.0127
Si 6.9291 8.3217 18.9103 0.0007 -0.0016 0.0027
Si 5.2389 2.6405 20.4936 0.0018 0.0008 -0.0066
Si 8.911 6.4179 19.9826 -0.0024 -0.0006 -0.0014
Si 11.401 2.145 19.6164 -0.0116 0.0019 -0.0017
Si 10.8868 5.4403 9.5133 0.0045 -0.0039 -0.0162
Si -1.8349 3.6979 18.6368 -0.0006 -0.0024 0.0006
Si -1.8151 -4.5859 22.9017 0.0072 -0.0035 0.0069
Si 2.9823 10.0179 17.9346 -0.0017 -0.0013 -0.0048
Si 8.8877 2.34 12.8078 -0.0011 0.0034 -0.0022
O 4.9186 7.0229 15.6622 -0.0167 -0.0117 0.0088
O 2.5166 0.2837 16.8927 0.0115 -0.0037 0.0144
O 7.727 4.355 15.715 -0.0273 -0.0146 -0.0144
O 0.7596 8.7233 12.0527 0.0019 -0.0127 0.021
O 2.6197 -1.4432 14.0559 -0.0062 0.0202 -0.0114
O 3.4212 8.5475 17.2972 0.0034 0.0067 0.0134
O -1.0858 2.6395 19.6147 0.0115 0.0051 -0.0116
O 5.3301 11.111 10.9463 -0.013 -0.0098 -0.0224
O 1.5163 6.4521 13.0609 -0.0154 0.0004 0.0091
O 0.7192 6.3516 10.6164 -0.0062 0.0023 0.007
O 6.4528 -1.2355 19.6571 -0.0004 -0.0085 -0.0296
O 7.5158 7.2888 20.0273 0.0268 0.0007 -0.0247
O -7.2686 0.8748 13.2837 -0.0285 -0.0218 -0.0054
O -2.4133 4.8901 19.5996 0.0184 0.0052 -0.011
O 8.1637 8.7066 17.8875 0.0126 -0.0181 0.0344
O 7.737 6.1605 13.7017 0.0076 -0.0032 0.0036
O 4.186 -0.24 18.7969 0.01 -0.0114 -0.0088
O 12.2878 3.2993 20.3453 0.0344 -0.0276 0.0068
O 2.7862 -0.0747 22.5751 -0.0063 0.0043 0.0056
O -5.986 9.426 13.1039 -0.0047 0.0072 0.0043
O 6.2786 3.5025 21.4237 -0.01 -0.0032 0.0141
O 4.4028 3.6418 19.4801 0.0107 -0.0194 -0.0035
O 3.1965 5.3652 14.6924 0.0016 0.0219 0.003
O 0.5981 0.7297 20.418 0.0044 -0.0085 -0.0183
O 0.97 -1.6505 21.4568 0.0096 0.0298 0.0071
O 7.5564 10.3039 11.754 -0.0241 -0.008 -0.0384
O 5.867 8.3969 10.9601 -0.0019 0.0283 0.0037
O 5.6321 4.7879 14.1655 0.0107 0.011 0.0099
O 1.7888 9.6952 18.9796 -0.0012 0.0169 0.0106
O 0.7478 4.5396 14.729 0.0175 0.0089 -0.0011
O -0.2279 -2.1754 17.0241 -0.0171 -0.0185 0.0035
O 3.7337 10.0646 9.2092 0.0128 -0.0121 0.0343
O -2.4415 8.8191 13.5267 0.0117 -0.0324 0.0073
O 5.5382 14.9367 17.1294 0.0028 -0.0193 0.0077
O 9.8676 6.8392 12.4481 0.0209 0.01 0.0159
O 1.2738 2.0699 15.4102 0.0064 0.0133 0.0053
O 7.1011 -0.4007 14.6998 -0.0018 0.016 0.0169
O 0.8509 1.8837 18.0551 0.012 0.0054 0.0154
O 1.1267 11.2013 12.7085 0.0318 0.008 0.0088
O -1.01 7.0196 18.8518 -0.0286 0.0201 0.0122
O 7.9138 5.2847 22.6938 -0.0024 -0.0059 0.0021
O 0.1467 -1.6135 14.5394 0.002 -0.0181 -0.0079
O 6.4275 0.0102 17.3683 -0.0257 0.0051 0.0154
O -5.2198 7.5842 18.1179 0.0055 0.0123 0.0023
O 4.6958 -0.1414 15.4029 -0.0036 -0.0061 -0.0053
O 1.8782 2.7796 12.8938 -0.0065 -0.0229 0.0218
O 4.1567 1.8862 21.4655 0.0178 -0.0011 0.0128
O 10.1435 -1.3154 19.4531 0.0191 -0.0134 -0.0041
O 9.6716 6.6315 21.4037 -0.0253 -0.0054 0.0046
O -0.642 2.827 13.4567 -0.0002 0.0049 0.0013
O 2.8316 1.193 10.8251 0.0215 -0.0169 0.0194
O 7.7389 3.4144 13.2806 0.0111 0.0096 0.0238
O -4.9252 1.4599 19.6466 -0.0263 -0.0002 0.0095
O 1.2941 7.0438 15.6246 -0.0061 -0.0031 -0.0211
O 3.7639 -5.1817 17.7834 0.0084 0.0038 -0.0115
O -3.0911 2.931 17.9084 0.0102 0.0261 -0.0118
O 4.6313 -4.0878 12.9298 -0.0048 0.0052 0.0128
O 8.8453 0.7953 13.345 -0.0071 0.0098 0.0005
O 6.487 1.9832 15.723 0.0096 0.0102 0.0126
O 3.2603 8.3375 11.1467 0.0112 0.0004 -0.0042
O 9.8311 4.3547 10.1051 -0.0036 -0.003 -0.0129
O 8.6527 2.3583 11.1877 0.0047 -0.0024 -0.0084
O 3.0645 3.0621 17.2206 0.0021 -0.0037 0.015
O -1.2508 -3.7951 15.1358 0.0157 0.0199 -0.0147
H 13.1762 3.071 20.6623 -0.039 0.0096 -0.0138
O -0.77 4.2567 17.5324 -0.046 0.0149 -0.0096
H -1.1353 4.7202 16.7613 0.0186 -0.0198 0.033

Results
free energy: -134580.354 eV
free energy less fixed offsets of H -17.10, O -569.03, Si -635.61 eV per atom: -1.964 eV

The program warned: the cutoff lies below the one the program advises for these potential files; the forces do not sum to zero within the program's tolerance; the exchange-correlation potential is rough where the density is thin.
